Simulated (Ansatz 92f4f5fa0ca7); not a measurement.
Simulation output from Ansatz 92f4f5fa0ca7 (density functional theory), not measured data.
Periodic cell of 268 atoms, Si148O120, from a study of silicon, its oxide and their interface. The atomic structure is a simulated model.
This geometry differs little from another in the collection (a relaxation step or a small displacement).

Settings
functional: r2SCAN
potential files: Ansatz PAW
basis: plane waves
wave-function cutoff: 800 eV
density cutoff ratio: 5
exchange-correlation grid ratio: 1
k mesh: 1 x 1 x 1, shifted by 0.5 0.5 0 of a step
self-consistency stop: 1e-10 eV per atom in the density residual
occupations: fixed
spin: none
net charge: 0

Cell vectors (angstrom)
a, 10.88, 0, 0
b, 0, 10.88, 0
c, 0, 0, 37.5246

Atoms: element, x, y, z (angstrom)
Si, -0.452, 0.2587, -0.1357
Si, 2.9202, 2.4331, 0.1053
Si, -0.4104, 5.78, 0.1541
Si, 2.7287, 7.8627, -0.1765
Si, 5.1398, 0.2406, 0.0879
Si, 8.2991, 2.5916, -0.2519
Si, 5.1048, 5.7682, -0.2152
Si, 8.1907, 8.1178, 0.065
Si, 1.2132, 1.318, 1.2283
Si, 4.0608, 4.146, 1.2093
Si, 1.2955, 6.8195, 1.3388
Si, 3.9051, 9.4718, 1.1887
Si, 6.7613, 1.4686, 1.2214
Si, 9.3856, 4.0609, 1.256
Si, 6.5973, 6.88, 1.2423
Si, 9.385, 9.6544, 1.3417
Si, -0.0739, 2.7404, 2.6038
Si, 2.5812, -0.0435, 2.5925
Si, -0.0556, 8.2567, 2.6252
Si, 2.6704, 5.4307, 2.6286
Si, 5.4249, 2.8179, 2.6008
Si, 8.0375, 0.1059, 2.6678
Si, 5.2999, 8.2199, 2.6311
Si, 8.0082, 5.4651, 2.5722
Si, 1.3087, 4.0746, 3.9655
Si, 4.0246, 1.3728, 3.8766
Si, 1.3015, 9.5262, 4.0364
Si, 4.0131, 6.8079, 3.989
Si, 6.7513, 4.1203, 4.0133
Si, 9.464, 1.4012, 3.996
Si, 6.7049, 9.5664, 3.9732
Si, 9.4501, 6.823, 3.8986
Si, -0.0542, 0.0242, 5.3432
Si, 2.6916, 2.7121, 5.2911
Si, -0.0467, 5.4687, 5.2904
Si, 2.6791, 8.1593, 5.3644
Si, 5.3708, 0.0464, 5.3189
Si, 8.1258, 2.7589, 5.3565
Si, 5.3974, 5.4687, 5.3479
Si, 8.1211, 8.1901, 5.2808
Si, 1.3529, 1.3505, 6.6627
Si, 4.0566, 4.0664, 6.6699
Si, 1.3341, 6.7793, 6.6983
Si, 4.0652, 9.5276, 6.6895
Si, 6.7699, 1.3732, 6.6927
Si, 9.519, 4.0997, 6.6832
Si, 6.803, 6.8227, 6.6568
Si, 9.4933, 9.5136, 6.6822
Si, 0.0203, 2.7162, 8.0099
Si, 2.7041, -0.0015, 8.0339
Si, 0.0016, 8.1624, 8.045
Si, 2.7337, 5.4244, 8.0479
Si, 5.4175, 2.7292, 8.0525
Si, 8.1496, -0.0012, 8.0394
Si, 5.4722, 8.1725, 8.0205
Si, 8.1679, 5.4714, 8.0187
Si, 1.4097, 4.0132, 9.3824
Si, 4.0745, 1.3282, 9.3997
Si, 1.4016, 9.4943, 9.408
Si, 4.1511, 6.7913, 9.3775
Si, 6.8065, 4.1158, 9.3638
Si, 9.5595, 1.3467, 9.369
Si, 6.8253, 9.5005, 9.4112
Si, 9.552, 6.7829, 9.3971
Si, 0.0506, -0.0152, 10.7512
Si, 2.7519, 2.6684, 10.8002
Si, 0.0743, 5.391, 10.6899
Si, 2.84, 8.1584, 10.7439
Si, 5.431, -0.0422, 10.7464
Si, 8.1847, 2.7433, 10.6583
Si, 5.5034, 5.4613, 10.7947
Si, 8.2123, 8.1427, 10.7659
Si, 1.4151, 1.2743, 12.179
Si, 4.1558, 4.0415, 12.1085
Si, 1.531, 6.6948, 11.9857
Si, 4.1721, 9.476, 12.2256
Si, 6.8175, 1.3748, 11.9634
Si, 9.5739, 4.0519, 12.0233
Si, 6.8965, 6.8135, 12.1866
Si, 9.6062, 9.482, 12.0985
Si, -0.0026, 2.6688, 13.4103
Si, 2.7772, -0.0495, 13.6297
Si, 0.2142, 8.0688, 13.285
Si, 2.8486, 5.385, 13.4862
Si, 5.5387, 2.7015, 13.4299
Si, 8.168, 0.0315, 13.2895
Si, 5.618, 8.1507, 13.6577
Si, 8.3232, 5.4429, 13.4578
Si, 1.1909, 4.2046, 14.6668
Si, 4.3974, 1.1892, 14.8285
Si, 1.7624, 9.0183, 14.7816
Si, 4.0758, 6.8652, 14.8976
Si, 7.1607, 3.8526, 14.691
Si, 9.2492, 1.5432, 14.6821
Si, 6.7137, 9.9349, 14.836
Si, 10.0257, 6.5466, 14.6757
Si, -1.7542, 0.721, 19.658
Si, 7.8283, 17.7601, 18.8596
Si, -4.5685, 4.8013, 19.9452
Si, 1.7837, 9.8521, 21.2116
Si, 8.7768, 10.5698, 17.0118
Si, -0.1807, -2.5448, 16.9776
Si, -1.0008, 6.2733, 29.2492
Si, 0.5135, 10.48, 23.9389
Si, -2.4551, 7.5633, 26.8139
Si, 12.116, 1.395, 19.3204
Si, 11.076, 7.4086, 21.4834
Si, 5.938, 16.4677, 17.0674
Si, 7.9007, 13.6691, 21.5283
Si, -4.3754, 14.3534, 23.9511
Si, 2.6516, 2.5815, 16.9963
Si, 6.9703, 8.8734, 23.2787
Si, 1.5079, 7.6495, 24.2361
Si, 10.7655, 6.052, 18.9183
Si, 2.0866, 15.0063, 19.3003
Si, 3.674, 15.0615, 24.3965
Si, 3.8316, 5.4169, 21.4929
Si, 3.9685, 19.1802, 22.5751
Si, 12.0696, 13.1805, 25.1338
Si, 9.2977, 3.5712, 24.0541
Si, 7.8539, 16.9269, 24.3542
Si, 1.6319, 11.4945, 27.7035
Si, 1.9594, 13.1768, 30.1175
Si, 8.709, 14.322, 28.8887
Si, 8.6349, -1.9002, 20.8055
Si, 5.9497, 10.3929, 32.5574
Si, 13.6829, 17.1591, 26.3276
Si, 9.9884, 6.2036, 34.9793
Si, 0.4947, 8.9379, 35.2886
Si, 6.5061, 9.4596, 35.3208
Si, 3.2483, 19.7718, 27.8691
Si, 19.3753, 10.6216, 31.021
Si, 9.4111, 11.4604, 28.0394
Si, 4.434, 19.1277, 33.6673
Si, -7.801, 15.8301, 29.1123
Si, -2.1367, 10.0645, 25.3535
Si, 1.941, 9.3443, 32.7385
Si, 3.2116, 11.9487, 32.53
Si, 3.4424, 5.3125, 33.0822
Si, 1.8566, 18.296, 30.1697
Si, 7.2287, 4.7208, 35.1449
Si, -4.7711, 18.8521, 28.6494
Si, 2.4331, 3.0558, 34.6786
Si, -4.7744, 15.7246, 29.2228
Si, 0.5337, 15.3549, 33.0155
Si, 6.3562, 5.3173, 32.2196
Si, 7.8409, 7.7104, 31.1205
Si, 9.962, 13.1596, 31.2441
O, 0.9606, 3.4608, -3.3427
O, -1.4874, 1.4285, -0.6852
O, 2.285, 3.0001, -1.2651
O, -7.3845, 4.2222, -3.2449
O, -0.3389, 5.7272, -3.9878
O, -0.0306, 5.4169, -1.4042
O, -4.1409, 19.1759, -7.4323
O, 1.8239, 8.3664, -1.4604
O, 4.0332, 1.3422, -0.3925
O, 5.8316, -0.3134, -1.2652
O, 6.8308, 4.5112, -3.9589
O, 4.7356, 5.1345, -5.3869
O, 5.9368, 5.2679, -1.546
O, 3.8615, 6.7618, -0.6728
O, 9.3245, 6.9446, -0.0555
O, 0.0763, 6.1352, 20.5234
O, 0.1652, 5.3676, 15.2087
O, 3.8917, 1.9094, 16.2121
O, 1.8211, 0.0771, 20.0466
O, 2.9486, 7.9896, 15.2511
O, 0.9484, 9.1747, 16.1829
O, 3.1029, 3.6904, 18.0981
O, 1.201, 8.4273, 20.7209
O, 4.6349, 6.2211, 16.315
O, 12.6026, 3.3307, 15.9203
O, 6.5962, 4.5586, 16.0301
O, 9.6188, 0.6713, 16.0178
O, 5.5006, 10.9477, 15.2686
O, 7.588, 9.7974, 16.2192
O, 5.7094, 4.7231, 18.4315
O, 9.7244, 7.4539, 16.0059
O, -0.3737, 1.4621, 19.298
O, 5.3718, 8.7572, 23.2013
O, -3.2099, 18.3204, 23.574
O, -1.2914, 7.9908, 21.6318
O, 5.1443, 4.6229, 21.0169
O, 1.8083, 1.445, 17.797
O, 0.7493, 10.3335, 22.3587
O, 3.2744, 9.552, 21.7934
O, 8.219, 12.3063, 20.7708
O, 8.1993, 13.5737, 15.1953
O, -1.0894, -1.3991, 17.6263
O, -1.6917, 3.1801, 22.4632
O, 1.3516, 11.7955, 24.3236
O, 1.4576, 6.5753, 25.4508
O, 5.0069, 3.2364, 24.5188
O, 8.1046, 8.3643, 19.4002
O, 8.2542, 11.4039, 18.2998
O, 2.7177, 16.0545, 20.3427
O, 17.8457, 6.2659, 20.0804
O, 3.0525, 7.8501, 23.8197
O, 11.3205, 7.3497, 18.1022
O, 19.5051, 0.0622, 26.7105
O, 1.7204, 13.6283, 20.0818
O, 6.6239, 13.5782, 22.5288
O, 9.1948, 19.4581, 25.8215
O, 7.507, 14.6659, 20.314
O, 0.7123, 7.0467, 22.9649
O, -3.9381, 6.8045, 17.4951
O, 4.1063, 7.0084, 21.6004
O, -1.3393, -0.6612, 20.3596
O, 7.8847, 13.9223, 24.7516
O, 7.4526, 9.3896, 21.8205
O, 3.4287, 4.7804, 22.9144
O, 14.2315, 7.7433, 26.7337
O, 7.8213, 6.3325, 25.9529
O, 9.1734, 5.9937, 18.6049
O, 0.7675, 15.6269, 18.5564
O, 2.6397, 10.2781, 27.2508
O, 0.4563, -4.1891, 29.8045
O, 12.3171, 12.7379, 26.6715
O, -3.4996, 9.9096, 24.4736
O, 0.9742, 19.9933, 24.6779
O, -1.0331, 21.5854, 24.3512
O, 11.2876, 12.8189, 30.3916
O, 19.6635, 10.8231, 29.4178
O, 13.8134, 13.0984, 31.418
O, 13.237, 3.3282, 24.7465
O, 9.7519, 15.5757, 28.8867
O, 9.2356, 16.0885, 24.0986
O, 6.7037, 4.776, 30.7352
O, -1.3781, 7.0933, 27.9137
O, 2.1829, 10.7809, 32.0439
O, 2.3912, 12.1012, 29.0001
O, 7.2211, 14.8307, 28.4331
O, -4.2464, 15.9807, 23.8371
O, 10.6153, 2.9789, 24.7894
O, 8.7042, 13.7004, 30.3848
O, 6.8399, 10.2529, 33.9345
O, 9.4305, 11.7155, 31.826
O, 3.013, 17.146, 30.0835
O, 10.9791, 10.9919, 27.9718
O, -3.704, 19.2285, 27.493
O, 5.413, 8.3085, 34.9518
O, 2.8588, 12.5302, 34.0014
O, -3.9509, 21.7693, 31.3766
O, 14.7207, 27.1765, 25.4355
O, 2.5268, 5.4195, 27.6616
O, 13.0782, 19.4041, 29.0474
O, 10.4216, 14.4423, 32.1257
O, 4.7689, 8.8761, 28.475
O, 3.7154, 17.6915, 33.6157
O, 9.2417, 23.9657, 27.9789
O, 8.7051, 9.0553, 31.5236
O, 5.2635, 8.9004, 32.4025
O, -2.4612, 5.8216, 35.1231
O, -2.0472, 6.6573, 30.4131
O, 2.0557, 14.6949, 29.6013
O, 4.5765, 15.1847, 29.0963
O, 0.6894, 9.3606, 33.7376
O, 0.0106, 10.2578, 36.0911
O, 4.7538, 11.4823, 32.5872
O, -3.1618, 8.7516, 36.1324
O, 3.1802, 9.242, 33.7819
O, 7.063, 6.8138, 32.2735
O, 7.7385, 3.356, 35.9086
O, 1.8371, 19.0478, 31.6169
O, 10.2452, 7.7878, 35.1576
O, 5.9612, 17.2289, 28.6141
O, 1.9457, 5.1015, 32.4185

Results
free energy: -163110.366 eV
free energy less fixed offsets of O -570.45, Si -639.56 eV per atom: -1.486 eV

Forces (eV/angstrom), in the order of the atoms: element, x, y, z
Si, 0.0039, -0.0026, -0.0013
Si, -0.0026, 0.0001, 0.0017
Si, 0.0001, -0.0017, 0.0002
Si, -0.0018, -0.0004, -0.0026
Si, -0.0013, -0.0017, -0.0006
Si, -0.0012, 0.0025, -0.0024
Si, 0.0011, -0.0027, -0.0008
Si, 0.0018, -0.0004, -0.0027
Si, 0.0003, -0.0013, -0.0009
Si, -0.0002, -0.0004, -0.0004
Si, -0.0008, 0.0003, 0.0005
Si, -0.0009, -0.0006, 0.0004
Si, -0.0004, 0.0015, 0.0004
Si, -0.0004, 0.0014, 0.0003
Si, -0.0013, -0.0023, 0.0015
Si, 0.0013, -0.0011, 0.001
Si, 0.0009, 0.0015, 0.0002
Si, 0, 0.0004, 0.0009
Si, 0.0002, 0.0016, 0.0001
Si, -0.0006, 0.0001, 0.0012
Si, -0.0003, 0.0016, 0.0014
Si, -0.0012, -0.0024, 0.0023
Si, 0.001, 0.0017, 0.0011
Si, -0.0004, 0.0002, 0.0003
Si, -0.0001, 0.0002, -0.0005
Si, -0.0002, -0.0004, -0.0006
Si, 0, 0.0004, -0.0007
Si, 0.0001, -0.0002, 0.0004
Si, 0.0003, 0.0008, -0.0008
Si, 0.0003, 0.0006, 0.0006
Si, -0.0004, 0.0003, 0.0001
Si, -0.0006, 0.0003, 0.0001
Si, -0.0003, -0.0004, 0
Si, -0.0005, 0.0011, 0.0001
Si, -0.0001, -0.0001, -0.0002
Si, -0.0004, 0.0002, 0.0002
Si, -0.0002, -0.0007, 0.0001
Si, 0.0001, 0, 0
Si, -0.0006, -0.0002, 0.0002
Si, -0.0001, 0, 0
Si, 0, 0.0003, 0.0002
Si, 0.0001, 0.0004, -0.0001
Si, 0.0001, 0.0002, -0.0001
Si, -0.0002, 0.0008, 0.0003
Si, -0.0004, 0.0006, 0.0001
Si, -0.0001, 0.0007, -0.0002
Si, 0.0006, 0.0004, 0.0003
Si, 0, 0.0003, -0.0001
Si, 0.0002, 0.0002, -0.0002
Si, 0.0001, -0.0003, 0.0004
Si, -0.0004, 0.0004, 0.0002
Si, 0.0002, 0, -0.0001
Si, -0.0004, 0.0008, 0
Si, 0.0002, 0.0004, -0.0002
Si, -0.0002, 0.0005, 0.0002
Si, 0.0001, -0.0001, 0.0001
Si, -0.0008, 0.0001, -0.0002
Si, -0.0002, -0.0007, 0.0003
Si, 0.0008, 0.0004, -0.0001
Si, 0.0001, 0.0013, -0.0003
Si, 0.0011, -0.0001, -0.0003
Si, 0.0005, 0.0011, 0
Si, 0, -0.0001, 0.0001
Si, -0.0006, -0.0005, -0.0004
Si, -0.0018, -0.0005, 0
Si, 0.0008, 0, -0.0006
Si, 0.0008, 0.0005, 0.0013
Si, 0, -0.0001, 0.0008
Si, -0.0007, -0.0005, 0.001
Si, -0.0007, -0.0001, 0.0014
Si, 0.0001, -0.0004, -0.0004
Si, 0.001, 0.0012, 0
Si, 0.0003, 0.0007, 0
Si, -0.001, 0.0002, 0.0008
Si, -0.0002, -0.0001, -0.0013
Si, 0.0001, -0.0003, -0.002
Si, 0.0025, 0.0015, -0.0002
Si, -0.0008, -0.0008, -0.0002
Si, 0.0002, -0.0003, -0.001
Si, -0.0003, -0.0005, -0.0004
Si, -0.0013, 0.0006, 0.0019
Si, -0.0004, -0.0008, 0.0024
Si, 0.001, 0.0006, -0.0008
Si, -0.0003, 0.0006, -0.0019
Si, 0.0006, -0.0004, -0.0015
Si, 0.0008, 0.0009, -0.0004
Si, -0.001, 0.0013, 0.0027
Si, 0.0008, -0.0005, 0.0021
Si, 0.0018, 0.0029, -0.0046
Si, -0.003, 0.0041, -0.0022
Si, -0.0024, 0.0017, -0.0085
Si, 0.0024, -0.0057, -0.0052
Si, 0.004, -0.0049, -0.0048
Si, -0.0013, -0.0005, -0.0064
Si, 0.0017, -0.0022, -0.0044
Si, 0.0022, 0.0033, -0.007
Si, -0.0002, -0.0005, -0.0038
Si, 0.0008, -0.0013, -0.0031
Si, 0.0006, 0.0009, -0.003
Si, -0.0014, 0, -0.0026
Si, -0.0003, 0.0008, -0.0016
Si, -0.0006, 0.0003, -0.0026
Si, -0.0019, 0.0001, 0.0015
Si, -0.0007, -0.0022, -0.0018
Si, -0.0016, -0.0008, 0.0001
Si, -0.0011, 0.0026, -0.0025
Si, 0.0005, -0.0008, -0.0033
Si, -0.0013, 0.0015, -0.0002
Si, 0.0006, -0.0007, -0.0027
Si, 0, 0.0001, -0.001
Si, 0.0013, -0.0001, 0.0004
Si, -0.0009, -0.0011, -0.0016
Si, 0.0016, -0.0002, -0.0031
Si, 0.0007, 0.0007, -0.0035
Si, -0.0006, -0.0015, -0.0025
Si, 0.0009, -0.0004, -0.0014
Si, -0.0011, -0.0012, -0.0026
Si, -0.0008, -0.001, 0.0008
Si, -0.0001, -0.0016, -0.0015
Si, -0.0014, 0.0006, -0.0025
Si, -0.0011, -0.0001, 0.0001
Si, -0.0019, -0.0017, 0.0003
Si, 0.0003, -0.0016, 0.0035
Si, -0.0013, -0.0023, 0.0022
Si, 0.0018, -0.0002, -0.0018
Si, -0.0012, -0.002, 0.0033
Si, -0.0013, -0.0002, -0.001
Si, -0.0006, -0.0006, 0.0004
Si, -0.0001, 0.0008, 0.0036
Si, 0.0031, 0.0002, 0.0001
Si, -0.0006, -0.0016, 0.0014
Si, -0.0019, -0.0011, 0.0018
Si, -0.0012, -0.0005, 0.0026
Si, -0.0004, 0.0002, 0.0012
Si, -0.0016, 0, 0.0019
Si, -0.001, -0.0018, 0.0005
Si, -0.0007, 0.0007, 0.0038
Si, 0.0007, -0.003, 0.0019
Si, 0.0003, 0.0002, 0.0009
Si, 0, -0.0008, 0.0028
Si, -0.0019, -0.0006, 0.0035
Si, -0.0001, 0.0004, 0.0023
Si, -0.0005, -0.0002, -0.0008
Si, 0.0005, 0.0001, 0.0012
Si, 0.001, 0.0006, 0.0031
Si, -0.0036, -0.0009, 0.0032
Si, -0.0007, -0.0013, 0.0024
Si, -0.0009, -0.0019, 0.0024
O, -0.0011, -0.0002, -0.0005
O, -0.0039, -0.0036, 0.0069
O, -0.0002, -0.0008, -0.0008
O, -0.0001, 0.0001, -0.0004
O, -0.0009, 0.0007, 0.0003
O, -0.0007, 0.001, -0.0004
O, -0.0017, -0.0011, -0.0004
O, -0.0011, 0.0004, 0.0001
O, 0.0018, 0.0019, 0.0009
O, -0.0016, 0.0021, 0.0014
O, -0.0013, 0.0002, -0.0016
O, -0.0004, -0.0003, 0.0007
O, 0.0002, -0.0004, -0.0019
O, -0.0001, 0.0007, 0.0036
O, 0.0003, -0.0013, 0.0001
O, 0.0004, 0.0012, 0.0022
O, -0.0071, -0.0058, 0.006
O, 0.0028, -0.0013, 0.0025
O, 0.0008, -0.0028, 0.0009
O, 0.006, 0.0087, 0.0027
O, -0.0023, 0.0011, 0.0032
O, -0.0006, 0.0008, 0.0011
O, 0, -0.0001, 0.0014
O, -0.0011, 0.0001, 0.0048
O, -0.0004, 0.0019, 0.0007
O, -0.0004, 0.0008, 0.0004
O, -0.0002, -0.0001, 0.0015
O, -0.0025, -0.0027, -0.0006
O, -0.0006, 0.0002, 0.0029
O, 0.0021, 0.0003, 0.0019
O, 0.0002, -0.0004, 0.0035
O, -0.0004, 0.0001, 0.0005
O, -0.0001, 0.0002, 0.0009
O, 0.0004, -0.0011, -0.0004
O, 0.0034, -0.0018, 0.0006
O, -0.0017, -0.0004, 0.0018
O, -0.0009, -0.0013, 0.0015
O, -0.0008, 0.0005, 0.0008
O, 0.0006, 0.0003, 0.0004
O, -0.0003, -0.0002, 0.0004
O, 0.0046, 0.0029, 0.0069
O, -0.0004, 0.0006, 0.0017
O, 0.0009, -0.0006, 0.0009
O, 0.0012, -0.0007, -0.0006
O, 0.0003, -0.0029, 0.0015
O, -0.0005, -0.0011, 0.0007
O, 0.0013, 0.0001, 0.0012
O, 0.001, 0.0009, 0.0014
O, 0.0007, 0.0016, 0.0021
O, -0.0014, -0.0009, 0.001
O, -0.0014, -0.0007, 0.0002
O, 0.0006, 0.0001, 0.0021
O, -0.0013, -0.0011, 0.0001
O, 0.0005, -0.0004, -0.0001
O, -0.0014, -0.0008, 0.0001
O, -0.0001, -0.0008, -0.0003
O, -0.0002, -0.0007, 0.0004
O, 0.0009, 0, 0.0021
O, 0.0018, 0.0003, 0.0021
O, -0.0001, 0.0016, 0.0008
O, 0.0013, -0.0018, 0.0004
O, 0.0001, -0.0003, 0.0001
O, -0.0009, 0, 0.0017
O, -0.0003, -0.0013, 0.0029
O, 0.0003, -0.0014, -0.0009
O, -0.0004, -0.0003, 0.0008
O, -0.0011, -0.0011, -0.0024
O, 0.0003, -0.0002, 0.0005
O, -0.0009, -0.0007, -0.0004
O, -0.001, -0.0012, 0
O, 0.0007, -0.0009, 0.0005
O, 0.0004, 0.0004, 0.001
O, 0.0004, -0.0019, 0.0005
O, -0.001, 0.0003, 0.0003
O, -0.0009, -0.0024, -0.001
O, 0.0005, -0.0008, -0.002
O, -0.0016, 0.0007, -0.0027
O, -0.0015, -0.0021, -0.0003
O, -0.0008, -0.0011, -0.0009
O, 0.001, -0.001, -0.001
O, -0.0009, -0.0008, -0.0013
O, 0.0004, -0.0011, 0.0006
O, -0.0009, -0.0007, -0.0001
O, 0.0005, -0.0027, -0.0008
O, -0.0008, -0.0012, 0
O, -0.0001, -0.0003, -0.0005
O, 0.0008, -0.0005, 0
O, -0.001, 0.0003, -0.0001
O, -0.0001, -0.0006, -0.0003
O, -0.0005, -0.0009, 0.0001
O, 0.0003, -0.0012, 0.0007
O, 0, -0.0017, -0.0008
O, -0.0001, 0.0001, -0.0011
O, -0.0019, -0.0027, 0.0007
O, -0.0006, -0.0017, -0.0002
O, 0.0012, -0.0001, -0.0013
O, 0.0002, -0.0009, 0
O, -0.0012, -0.001, 0.0001
O, -0.0012, 0.0001, -0.0002
O, -0.0013, -0.0014, -0.0007
O, -0.0016, -0.0005, 0.0003
O, -0.0007, -0.0023, -0.0001
O, -0.0002, -0.0015, -0.0001
O, -0.0001, -0.0005, 0
O, -0.0004, -0.0005, 0.0018
O, -0.0001, 0.0006, 0.0006
O, 0.0001, -0.0019, -0.0009
O, -0.0002, 0.0006, -0.0002
O, -0.0009, -0.0017, 0.0001
O, -0.0001, -0.0009, -0.0007
O, -0.0009, 0.0018, -0.0037
O, -0.0003, -0.0011, -0.0001
O, -0.0019, 0.0013, -0.0008
O, -0.0016, -0.0001, 0.0006
O, 0.0001, -0.0003, -0.0003
O, -0.0007, -0.0001, -0.0012
O, -0.0009, -0.0032, -0.0036
O, -0.0025, -0.0008, 0
O, -0.0013, -0.0004, -0.0007
O, -0.0006, 0, -0.0001

The program warned: the cutoff lies below the one the program advises for these potential files; the forces do not sum to zero within the program's tolerance; empty levels may hold ghost states of the PAW files; the exchange-correlation potential is rough where the density is thin.
